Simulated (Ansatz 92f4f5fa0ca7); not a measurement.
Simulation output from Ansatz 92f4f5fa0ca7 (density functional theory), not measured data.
Periodic cell of 215 atoms, Si132O82P1, from a study of silicon, its oxide and their interface. The atomic structure is a simulated model.
Doubt: the cutoff is far below the 930 eV that the study's wrapper takes by default for these files, so forces and energies are approximate.

Settings: functional PBE; potential files Ansatz PAW; basis plane waves; wave-function cutoff 580 eV; density cutoff ratio 5; exchange-correlation grid ratio 1; k mesh 1 x 1 x 1, Gamma-centred; self-consistency stop 5e-08 eV per atom in the density residual; occupations fixed; spin none; net charge +1 e, with a uniform compensating background and no finite-size correction.

Cell vectors (angstrom)
a	10.938	0	0
b	0	10.938	0
c	0	0	31.5432

Atoms: element, x, y, z (angstrom)
Si	10.439	0.5862	24.3449
Si	6.0548	10.4955	24.146
Si	2.1273	3.2583	24.0853
Si	8.7032	2.266	24.3136
Si	0.498	5.0632	24.1619
Si	5.0599	5.8951	24.2102
Si	3.4124	7.6557	24.1658
Si	7.8411	8.8255	23.9947
Si	1.3474	1.4864	25.4511
Si	6.9167	1.3046	25.4886
Si	4.0243	4.1047	25.3256
Si	9.6776	4.1117	25.4318
Si	1.498	6.8101	25.3736
Si	6.9099	6.964	25.2596
Si	4.2387	9.5379	25.3407
Si	9.5247	9.6434	25.4409
Si	2.7765	0.002	26.6387
Si	8.2193	-0.0194	26.9415
Si	0.0129	2.7657	26.9163
Si	5.4544	2.7451	26.6637
Si	2.7584	5.4399	26.84
Si	8.236	5.5404	26.6598
Si	0.0448	8.2178	26.663
Si	5.5485	8.1981	26.7973
Si	4.1074	1.3686	28.0585
Si	9.5899	1.3729	28.2645
Si	1.3719	4.1421	28.2509
Si	6.8347	4.1447	28.0264
Si	4.1612	6.8227	28.1462
P	9.5963	6.8625	28.0768
Si	1.4016	9.5932	28.0471
Si	6.8519	9.5215	28.2512
Si	0.0509	-0.0199	29.5202
Si	5.4467	0.01	29.4838
Si	2.7573	2.7175	29.5169
Si	8.165	2.7728	29.4727
Si	-0.0398	5.5266	29.5156
Si	5.4999	5.451	29.5004
Si	2.7529	8.2191	29.4423
Si	8.2578	8.151	29.5497
Si	1.3918	1.3572	30.8965
Si	6.8081	1.3832	30.8285
Si	4.1235	4.088	30.8782
Si	9.5202	4.1306	30.8391
Si	1.3645	6.8921	30.8259
Si	6.8658	6.7802	30.8966
Si	4.0879	9.5835	30.8372
Si	9.6255	9.5456	30.891
Si	2.7455	-0.0303	0.712
Si	8.172	0.001	0.6395
Si	-0.0348	2.7597	0.6513
Si	5.4777	2.7109	0.7048
Si	2.701	5.4841	0.6448
Si	8.2146	5.4333	0.7425
Si	0.036	8.1825	0.7259
Si	5.4653	8.2176	0.6508
Si	4.1201	1.3306	2.0648
Si	9.5122	1.3839	2.0034
Si	1.3141	4.1379	2.0297
Si	6.8457	4.0474	2.0843
Si	4.0654	6.868	2.0043
Si	9.6053	6.8006	2.0714
Si	1.3852	9.5518	2.0891
Si	6.8243	9.5731	2.0464
Si	-0.0744	-0.0004	3.3071
Si	5.4706	-0.0235	3.4984
Si	2.6854	2.7257	3.301
Si	8.1874	2.673	3.5125
Si	-0.0192	5.4602	3.5324
Si	5.4384	5.4833	3.2882
Si	2.7459	8.1901	3.4995
Si	8.2286	8.1861	3.3588
Si	1.2805	1.3658	4.6626
Si	6.8395	1.2935	4.9216
Si	4.0571	4.1177	4.6434
Si	9.5326	4.0576	4.8933
Si	1.3545	6.8621	4.8958
Si	6.8292	6.8014	4.6798
Si	4.1073	9.5584	4.892
Si	9.5705	9.569	4.7427
Si	2.6095	0.0378	6.0973
Si	8.2249	-0.1409	6.274
Si	-0.0223	2.6454	6.2053
Si	5.3716	2.7613	6.0767
Si	2.747	5.4255	6.1515
Si	8.0907	5.4343	6.1775
Si	-0.0098	8.2912	6.2316
Si	5.5596	8.1447	6.1587
Si	3.483	1.9151	7.186
Si	10.0238	0.8206	7.472
Si	1.7785	3.6412	7.3596
Si	6.2105	4.5194	7.3833
Si	4.638	6.3029	7.2625
Si	9.1551	7.1869	7.3234
Si	0.8912	10.1468	7.5196
Si	7.4022	8.8815	7.4927
O	4.5791	6.5957	8.8908
O	1.3873	3.9719	8.9455
O	9.74	6.5495	8.7422
O	1.3056	10.0994	9.1512
O	6.0841	4.2168	9.0248
O	3.714	1.5681	8.7698
O	7.1248	8.9546	9.1402
O	9.6563	1.0685	9.0748
O	8.2532	2.5618	22.7532
O	10.9923	5.5595	22.6437
O	5.641	0.0677	22.6308
O	5.3246	5.4033	22.6485
O	2.1403	2.8098	22.4811
O	3.3275	7.842	22.5124
O	8.3911	8.7328	22.4171
O	-0.1804	11.224	22.7575
Si	2.1559	2.9885	12.8926
Si	8.6834	1.2899	10.3585
Si	1.0693	4.5036	15.354
Si	7.5515	5.5645	12.2026
Si	2.4136	8.1828	21.2148
Si	5.4157	7.7641	12.4755
Si	9.2617	0.4561	15.4978
Si	2.9092	-0.0465	16.6515
Si	10.469	1.1654	12.6054
Si	7.7694	2.8377	21.2388
Si	9.1336	8.7873	14.4618
Si	1.4684	4.785	10.3571
Si	4.4793	9.4903	19.134
Si	11.0728	6.0989	21.1094
Si	6.6133	10.4474	14.844
Si	5.3917	0.7326	21.1763
Si	2.3467	9.8008	10.3845
Si	0.4292	10.6298	21.394
Si	5.8583	5.2565	21.1312
Si	3.6433	7.0839	10.1053
Si	9.0481	5.6845	14.841
Si	3.6645	4.079	19.1014
Si	10.0321	3.6605	19.3185
Si	4.2572	8.6608	15.3602
Si	0.4534	1.9174	17.154
Si	6.7899	7.5368	19.2479
Si	5.2579	3.6215	16.7432
Si	7.7852	5.0157	17.5263
Si	6.6748	9.9021	10.3901
Si	4.3801	1.0416	10.1258
Si	-0.0285	9.093	11.9033
Si	9.1029	8.6284	20.9375
Si	4.5518	1.6672	14.5771
Si	2.4467	2.0823	21.0545
Si	6.3312	3.3257	10.3676
Si	3.4322	5.9154	16.7421
Si	9.874	6.545	10.3556
O	0.1238	2.6251	18.5851
O	2.924	9.6262	15.5753
O	10.8654	4.8002	20.1457
O	7.5597	2.3657	9.9219
O	10.923	5.3535	10.801
O	6.5842	6.6995	12.8749
O	10.3095	8.0696	10.7851
O	7.6667	9.4559	14.0009
O	8.4104	6.2162	10.9839
O	5.3537	10.5021	20.0567
O	2.1657	3.7557	11.4369
O	7.9691	8.5512	19.7615
O	6.2002	6.7334	20.5451
O	5.5073	2.7122	15.4125
O	1.3082	0.9215	20.712
O	6.0739	9.0203	11.6351
O	4.6116	4.9836	16.1129
O	6.5962	3.9074	17.6349
O	10.557	10.6779	11.8135
O	5.5785	0.4977	13.9871
O	8.0205	5.0967	15.9314
O	9.729	9.8176	15.5909
O	-0.3936	5.1499	15.1356
O	1.5674	6.8403	20.7976
O	1.495	0.6316	17.1696
O	6.5973	1.7768	20.8222
O	1.0038	1.8202	12.8437
O	3.2542	5.4945	18.3365
O	9.5222	2.0075	11.5771
O	1.0212	3.0976	16.1811
O	8.5958	5.1325	13.3777
O	10.2814	8.5925	13.3147
O	1.4449	9.3969	21.7023
O	10.0842	9.9285	20.6092
O	3.1736	0.2037	10.8895
O	5.0636	2.3674	10.8292
O	1.7559	4.1715	13.9261
O	7.9451	10.8349	10.8502
O	9.1346	4.4706	18.2312
O	5.634	9.4963	15.7677
O	5.539	-0.04	9.798
O	3.5921	2.315	13.3939
O	1.9728	5.6489	16.0725
O	9.7064	1.0409	14.0362
O	4.389	6.9311	11.5323
O	4.7511	4.4826	20.2367
O	9.9485	1.3493	16.6458
O	6.693	4.2926	11.6384
O	5.5786	8.4089	18.5799
O	9.0753	2.7333	20.267
O	3.5984	1.1289	15.7767
O	4.2232	3.0743	17.9115
O	9.9105	7.2123	20.879
O	3.3607	8.6624	9.8134
O	3.9362	7.4239	16.382
O	7.6273	0.4834	15.698
O	8.9296	7.298	15.0381
O	3.932	1.4386	21.1766
O	1.5978	9.119	11.6883
O	2.3174	6.1581	10.1514
O	7.3488	6.4626	18.1489
O	7.2264	4.3714	21.1137
O	4.5494	8.2212	13.7992
O	3.3312	8.6752	19.968
O	2.4971	3.2302	19.8763
O	3.7334	10.3612	17.9658

Results
free energy: -131310.681 eV
free energy less fixed offsets of O -568.88, P -755.39, Si -635.61 eV per atom: -6.611 eV

Forces (eV/angstrom), in the order of the atoms: element, x, y, z
Si	0.1379	-0.1136	-0.234
Si	-0.0647	0.1029	-0.2282
Si	0.0176	-0.0795	-0.2784
Si	-0.1638	0.1142	-0.2282
Si	-0.0273	0.0448	-0.2362
Si	0.1519	-0.1543	-0.2678
Si	-0.1321	0.108	-0.251
Si	0.0575	-0.0098	-0.2815
Si	0.009	0.0124	0.0771
Si	-0.0036	-0.0144	0.083
Si	-0.0188	-0.025	0.0443
Si	0.0608	-0.0412	0.0493
Si	0.0437	-0.0664	0.0336
Si	-0.0423	0.0596	0.0065
Si	-0.0074	0.0122	0.0467
Si	-0.0922	0.0361	0.0681
Si	0.0311	0.0422	-0.1975
Si	-0.0174	-0.0345	0.1884
Si	0.0279	0.0164	0.1849
Si	-0.0135	-0.0299	-0.1635
Si	-0.0172	-0.0161	0.1105
Si	0.0139	-0.0395	-0.1732
Si	-0.0549	-0.026	-0.0727
Si	0.0369	0.0332	0.0711
Si	-0.0078	0.0403	0.0866
Si	-0.005	-0.0022	-0.3429
Si	-0.0031	-0.0596	-0.3185
Si	0.0296	-0.0398	0.1644
Si	-0.0906	0.0173	-0.0853
P	0.0341	0.0176	-0.1011
Si	-0.0668	-0.012	0.1775
Si	0.0656	0.0822	-0.3032
Si	0.0707	-0.0246	0.0433
Si	-0.0288	0.0317	0.079
Si	0.0426	-0.0399	0.0872
Si	-0.0817	0.0304	0.0063
Si	0.0787	-0.043	-0.009
Si	0.0038	-0.0563	0.021
Si	0.0437	0.007	-0.0353
Si	-0.0263	0.0695	-0.0075
Si	0.0091	0.0146	0.0231
Si	0.0042	0.0096	0.0002
Si	-0.0202	-0.0049	0.0054
Si	-0.0135	-0.0008	0.0008
Si	0.0006	0.0108	-0.0148
Si	0.0005	-0.0086	0.012
Si	-0.0095	-0.0111	0.01
Si	0.0165	0.0123	0.0092
Si	0.0153	0.0168	0.0295
Si	-0.057	-0.0367	-0.0045
Si	0.0625	-0.0053	0.0092
Si	-0.0136	-0.0124	0.0206
Si	0.0083	-0.0642	-0.0037
Si	-0.0173	-0.0186	0.0435
Si	0.0116	0.0186	0.0304
Si	0.026	0.0631	-0.0009
Si	0.0081	-0.0077	0.0127
Si	-0.0408	0.0782	-0.0537
Si	-0.0483	0.0499	0.0002
Si	0.0274	-0.0441	0.0119
Si	-0.0679	0.0443	-0.0611
Si	0.0335	-0.0351	0.0197
Si	0.0092	0.0022	0.0134
Si	0.0012	0.0018	0.0225
Si	0.196	-0.0342	0.3247
Si	-0.0043	0.0065	-0.0958
Si	0.0471	-0.0088	0.3408
Si	-0.0232	0.0663	-0.0929
Si	0.0361	-0.0316	-0.1082
Si	0.0269	-0.1163	0.3888
Si	-0.0081	0.0277	-0.0814
Si	-0.1008	0.0084	0.1933
Si	-0.0171	0.0295	-0.1363
Si	-0.0135	-0.0037	0.1015
Si	-0.039	-0.0025	-0.1781
Si	0.0053	-0.0424	0.135
Si	0.0307	-0.0206	0.1186
Si	-0.0104	0.008	-0.1558
Si	-0.0154	-0.0152	0.1063
Si	-0.0225	0.0061	-0.0913
Si	-0.0131	-0.0401	-0.0808
Si	0.0029	-0.0044	-0.021
Si	0.0468	-0.0049	-0.0558
Si	0.0343	0.0133	-0.0941
Si	0.021	-0.0465	-0.0571
Si	-0.0294	-0.0187	-0.0634
Si	0.0205	0.0372	-0.0478
Si	0.0216	0.0081	-0.0498
Si	-0.0697	0.0854	0.1267
Si	-0.0594	0.0426	0.1841
Si	-0.0632	0.0444	0.1388
Si	-0.0181	-0.0324	0.1837
Si	-0.0253	0.0095	0.1427
Si	0.055	-0.0486	0.1545
Si	0.0592	0.0005	0.2097
Si	-0.0145	0.0124	0.1506
O	0.0497	-0.0255	-0.256
O	0.024	-0.0727	-0.2604
O	-0.0689	0.0564	-0.3115
O	-0.0887	0.025	-0.3114
O	0	0.0484	-0.2736
O	-0.0495	0.0669	-0.2945
O	0.0624	-0.0555	-0.2516
O	0.0827	-0.0393	-0.2872
O	0.1149	-0.0835	0.4431
O	0.0391	-0.0932	0.3902
O	0.0765	-0.1226	0.3828
O	-0.1096	0.0855	0.4531
O	-0.0339	0.1135	0.3828
O	0.1184	-0.0748	0.4422
O	-0.1193	0.0313	0.3916
O	-0.1166	0.115	0.4071
Si	-0.0073	-0.0294	0.1371
Si	-0.0292	0.0501	0.2726
Si	-0.0215	0.0172	-0.0167
Si	0.0087	0.0242	0.1529
Si	-0.0606	0.0493	-0.4261
Si	0.0135	-0.0228	0.1637
Si	-0.028	-0.0291	-0.0165
Si	-0.0258	0.0232	-0.1497
Si	0.0353	-0.0004	0.158
Si	0.0007	0.0443	-0.4638
Si	-0.0276	0.0043	0.0402
Si	0.0271	-0.0024	0.2762
Si	-0.0016	0.0322	-0.2987
Si	-0.0053	-0.0213	-0.3993
Si	0.0394	0.0054	0.015
Si	-0.0499	0.0202	-0.4155
Si	0.0404	-0.0719	0.2851
Si	0.0867	-0.0569	-0.3701
Si	0.0228	0.006	-0.477
Si	-0.0593	-0.0065	0.2846
Si	0.0432	0.0382	0.0066
Si	-0.0014	0.0329	-0.3089
Si	0.0095	-0.0184	-0.2949
Si	0.0001	0.0296	0.0006
Si	-0.0003	-0.0396	-0.1754
Si	-0.0158	-0.0361	-0.2659
Si	0.0153	0.0021	-0.1353
Si	-0.0276	-0.0327	-0.1707
Si	-0.0624	0.039	0.2954
Si	0.0375	-0.0517	0.2612
Si	-0.0533	0.0194	0.1912
Si	0.0083	-0.0308	-0.3954
Si	0.0048	-0.0123	0.0096
Si	0.0531	-0.0026	-0.3891
Si	0.1027	-0.0118	0.2762
Si	-0.0117	0.0302	-0.1466
Si	-0.007	0.0006	0.3251
O	-0.0386	0.0593	0.1488
O	0.0002	0.0062	0.0335
O	0.0399	0.1076	0.1711
O	-0.0059	0.0278	-0.0658
O	0.004	0.0008	-0.0825
O	-0.0098	0.0088	-0.0509
O	-0.0121	-0.0487	-0.1218
O	-0.014	-0.004	-0.025
O	0.0512	0.0185	-0.1201
O	0.0346	0.0887	0.1809
O	-0.0154	0.0469	-0.1405
O	0.0901	0.038	0.1602
O	-0.0399	-0.0743	0.1816
O	0.0003	0.0178	0.0364
O	-0.0397	-0.0232	0.1307
O	0.0353	0.0811	-0.1455
O	0.0026	-0.0072	0.0465
O	0.0185	0.0117	0.0637
O	-0.0108	-0.0224	-0.0797
O	-0.0076	0.0016	-0.0178
O	-0.0222	-0.0129	0.0717
O	0.0105	0.0014	0.0028
O	-0.0012	-0.0086	0.005
O	0.0141	0.0151	0.1227
O	-0.0018	0.0052	0.0566
O	0.0133	-0.0039	0.1297
O	-0.0017	-0.0097	-0.0447
O	0.007	-0.0449	0.1389
O	-0.0636	-0.002	-0.1371
O	-0.0087	-0.0193	0.0461
O	-0.033	-0.0056	-0.0632
O	0.0393	0.0073	-0.084
O	-0.0099	0.0083	0.1067
O	0.0157	0.0236	0.1302
O	0.0007	0.0471	-0.084
O	-0.0572	-0.0339	-0.0902
O	0.0021	-0.006	-0.0294
O	-0.0217	-0.0149	-0.084
O	0.0552	-0.0318	0.1236
O	-0.0133	-0.0139	0.0172
O	0.0071	0.0047	-0.1375
O	-0.0108	0.0079	-0.0372
O	0.0218	0.0016	0.0301
O	0.0208	0.0144	-0.05
O	-0.0478	-0.0091	-0.1304
O	0.0869	0.0501	0.1972
O	0.0302	0.024	0.0562
O	-0.0451	-0.0748	-0.1261
O	0.0064	0.0002	0.092
O	-0.0909	-0.0345	0.1822
O	-0.007	-0.0035	0.0358
O	-0.0375	0.0107	0.1304
O	0.0132	0.0058	0.1097
O	0.0042	0.0085	-0.0919
O	0.0001	-0.0182	0.0357
O	0.0004	0.0052	0.0118
O	-0.0062	-0.0139	0.0002
O	0.0114	-0.0038	0.1136
O	0.0563	0.0247	-0.1233
O	0.0293	0.0157	-0.0739
O	-0.0261	0.0735	0.1191
O	0.0018	-0.0304	0.1392
O	0.0183	-0.0146	-0.0729
O	-0.089	-0.0671	0.2
O	-0.0414	-0.0824	0.1746
O	0.0583	-0.0558	0.1642

The program warned: the cutoff lies below the one the program advises for these potential files; the exchange-correlation potential is rough where the density is thin.
